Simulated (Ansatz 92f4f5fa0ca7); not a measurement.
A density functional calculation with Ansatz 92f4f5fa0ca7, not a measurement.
Periodic cell of 321 atoms, Si176O145, from a study of silicon, its oxide and their interface. The atomic structure is a simulated model.

Settings: functional PBE; potential files Ansatz PAW; basis plane waves; wave-function cutoff 700 eV; density cutoff ratio 5; exchange-correlation grid ratio 2; k mesh 2 x 2 x 1, shifted by 0.5 0.5 0.5 of a step; self-consistency stop 5e-08 eV per atom in the density residual; occupations Fermi-Dirac, 0.05 eV; spin none; net charge 0.

Cell vectors (angstrom)
a 15.4691 0 0.0075
b 0 15.4691 0.019
c -0.5871 -0.9272 22.2148

Atoms and the computed forces on them: element, x, y, z (angstrom), force x, y, z (eV/angstrom)
Si -2.3674 -1.6543 14.894 -0.071 -0.2063 0.2912
Si -2.6997 3.4181 14.7263 0.0792 -0.0206 0.3516
Si -2.6662 6.6067 14.7103 0.0075 0.0633 0.3099
Si -2.6076 -4.0764 14.9451 0.1362 0.1152 0.3241
Si 1.3141 -1.3102 14.6682 -0.0036 0.0534 0.3983
Si 1.4075 3.1687 14.7506 -0.0174 -0.0249 0.3453
Si 1.8334 6.2945 14.321 0.0968 -0.0641 0.2665
Si 1.4117 -4.477 14.7997 -0.0126 0.0342 0.4212
Si 5.0686 -0.3835 14.6436 0.0136 0.0685 0.2523
Si 5.0423 2.1113 14.6385 0.0391 -0.1294 0.3238
Si 5.2468 7.0628 14.9455 0.0194 0.0422 0.3362
Si 5.2682 10.1946 14.924 0.0211 -0.0163 0.418
Si 8.7414 -0.4867 14.3864 -0.2435 0.0704 0.2627
Si 9.0563 2.6607 14.6679 -0.0891 0.0185 0.3832
Si 9.1035 7.1783 14.9903 -0.0324 -0.07 0.3812
Si 7.2374 10.6482 16.0995 -0.0413 -0.029 -0.0079
Si -0.5247 -0.9954 16.1166 -0.0249 -0.0151 -0.0228
Si -0.6526 2.9865 15.9383 0 0.0104 0.0507
Si -0.6952 6.8723 15.9578 -0.1468 -0.0181 0.1742
Si -0.6113 10.684 16.0355 -0.0619 0.014 -0.0388
Si 3.2284 -0.9183 15.991 0.0085 -0.0054 0.0037
Si 3.2882 2.8482 16.0931 0.0112 -0.0363 -0.0057
Si 3.2997 6.7135 16.1285 -0.0129 -0.0166 -0.002
Si 3.3143 10.6346 16.168 0.0133 -0.0108 -0.0133
Si 7.0054 -0.8473 15.9119 -0.031 0.0482 -0.0301
Si 7.0215 2.8919 15.8588 -0.0103 -0.0079 0.0171
Si 7.1706 6.8256 16.22 0.0181 0.0347 0.0119
Si 9.2609 10.3132 14.8891 0.0049 0.0123 0.3533
Si -4.2673 -1.0411 16.1352 0.2049 0.0574 0.22
Si 10.9242 2.9688 16.106 -0.0103 -0.0292 0.0464
Si 11.0278 6.8776 16.2457 0.0239 -0.0109 0.0059
Si 11.0862 10.7022 16.3517 0.0299 -0.017 0.0008
Si -0.0697 1.9629 -4.87 0.0206 0.0014 -0.038
Si 0.0186 5.825 -4.8392 -0.0328 -0.0147 -0.0151
Si -0.0511 9.6641 -4.7949 0.0282 0.016 -0.0224
Si 0.0169 -1.9834 -4.7195 -0.0617 -0.0007 -0.0543
Si 3.7668 1.8823 -4.7701 0.0167 -0.0113 -0.0295
Si 3.9272 5.7087 -4.7391 -0.0133 0.0026 0.0027
Si 3.7835 9.5952 -4.7492 0.0449 0.0069 0.0122
Si 3.9207 -1.9148 -4.8177 -0.0397 0.0134 -0.0181
Si 7.6883 1.9582 -4.8664 -0.0125 -0.0056 -0.0142
Si 7.6808 5.7101 -4.8353 0.029 0.0076 -0.0041
Si 7.7722 9.688 -4.6657 -0.0067 0.0136 0.0171
Si 7.7521 -1.8637 -4.921 0.0129 0.0018 -0.013
Si 11.6226 1.9108 -4.7903 -0.0323 0.0019 -0.0471
Si 11.5626 5.8034 -4.7024 0.0256 0.004 -0.0155
Si 11.69 9.6829 -4.5605 -0.0139 -0.0004 -0.0185
Si 11.6058 -1.9168 -4.5634 -0.0153 0.0146 -0.0501
Si -1.9357 1.9517 -3.373 -0.0184 -0.0028 -0.0368
Si -1.9096 5.7348 -3.3977 -0.0038 -0.0006 -0.036
Si -1.8588 9.6058 -3.2464 -0.0211 -0.0006 0.0464
Si -1.8908 -1.9169 -3.2927 0.0444 -0.0421 0.0796
Si 1.833 1.868 -3.4594 0.0073 0.0165 -0.0021
Si 1.9476 5.7811 -3.4205 -0.0388 0.0248 -0.0122
Si 1.8745 9.6417 -3.3987 0.0219 -0.0044 0.0206
Si 1.9753 -2.0254 -3.4437 0.0246 -0.015 -0.025
Si 5.7625 2.0107 -3.4875 0.0187 0.0472 -0.0391
Si 5.8247 5.7286 -3.3443 -0.04 -0.0022 0.0035
Si 5.7704 9.5957 -3.4236 0.0277 -0.0191 -0.0089
Si 5.8579 -1.814 -3.5085 0.004 -0.0109 0.0344
Si 9.6269 1.8771 -3.4767 -0.0119 0.0237 0.0106
Si 9.5928 5.8047 -3.4185 0.0126 0.0261 0.0195
Si 9.6848 9.7413 -3.295 -0.0525 -0.0061 -0.0303
Si 9.5955 -1.9278 -3.3979 -0.0158 0.0147 -0.01
Si -1.9268 0.0569 -1.9486 0.0053 -0.0278 0.0264
Si -1.9385 3.85 -1.9087 0.0361 -0.0315 0.0236
Si -1.8868 7.5842 -1.9501 0.0108 0.0719 0.0243
Si -1.887 11.5951 -1.9558 0.0234 -0.0011 -0.0368
Si 1.882 -0.1068 -2.1316 0.0074 0.0297 0.0506
Si 1.8947 3.7984 -2.1238 0.0234 0.0016 0.0688
Si 1.9629 7.7443 -2.0098 0.0001 -0.0559 0.0844
Si 1.956 11.5513 -2.0066 -0.063 0.0064 -0.0006
Si 5.7853 0.1487 -2.1287 -0.0328 -0.0299 0.0537
Si 5.7932 3.8157 -1.9236 0.0025 -0.0175 0.0332
Si 5.8185 7.6587 -1.9913 0.0367 0.0667 0.0821
Si 5.8354 11.6399 -2.2865 -0.0104 0.0331 0.0371
Si 9.6261 -0.052 -2.041 -0.0044 0.035 0.023
Si 9.6139 3.8319 -2.1463 -0.0085 -0.0362 0.0593
Si 9.6374 7.7831 -2.0369 0.0009 -0.0674 0.0632
Si 9.6182 11.6714 -1.9147 0.0534 0.0076 -0.0035
Si 0.0592 -0.0555 -0.6365 0.005 0.0111 0.0035
Si 0.0887 3.7979 -0.5909 0.0338 -0.0044 -0.0115
Si 0.0653 7.62 -0.5767 0.001 -0.0728 -0.0332
Si 0.0505 11.5697 -0.5876 -0.0325 0.0219 0.0666
Si 3.8137 0.0316 -0.7948 0.0161 0.0131 -0.0513
Si 3.7636 3.7693 -0.6575 -0.0282 0.0102 -0.0023
Si 3.9024 7.7328 -0.5642 -0.0095 0.0017 -0.0419
Si 4.004 11.6096 -0.86 0.0335 0.0186 -0.0207
Si 7.6687 0.0703 -0.7235 -0.0206 -0.0124 -0.0273
Si 7.8007 3.8536 -0.6018 0.0328 0.0276 0.0304
Si 7.7528 7.7652 -0.5973 -0.026 0.0452 -0.0092
Si 7.5759 -3.8047 -0.7252 -0.087 -0.0098 0.013
Si 11.5483 0.0042 -0.6031 0.0328 0.0192 -0.0411
Si 11.4469 3.8283 -0.6752 -0.0043 0.0141 -0.0022
Si 11.5639 7.6636 -0.665 -0.0292 -0.0984 -0.0049
Si -3.8545 -3.8273 -0.6322 0.0201 0.0146 0.014
Si 0.6968 1.8233 0.6358 0.1172 0.0122 -0.3175
Si 0.8407 5.7013 0.6188 0.0682 0.0303 -0.3233
Si -0.3538 9.6027 0.6569 0.0359 -0.0239 -0.3691
Si -0.2607 -1.978 0.7413 0.1006 -0.0058 -0.4965
Si 3.1326 1.8287 0.6139 -0.014 -0.0222 -0.0313
Si 3.2704 5.7181 0.5885 -0.1532 0.0013 -0.3081
Si 3.1237 8.6903 4.4803 -0.0445 0.0242 -0.083
Si 4.405 -1.9187 0.3948 -0.0044 -0.0177 0.0143
Si 8.4675 1.8891 0.5738 0.1093 0.0266 -0.3008
Si 8.383 5.8336 0.6481 0.1886 0.0046 -0.3416
Si 7.1145 9.7383 0.6018 -0.0318 -0.037 0.0185
Si 6.8248 -1.8301 0.4036 0.0089 0.0328 -0.0701
Si 10.8781 1.9165 0.644 0.0145 0.0442 -0.0579
Si 10.8201 5.7672 0.5622 0.0117 0.0096 -0.0367
Si -3.5544 9.625 0.6031 -0.0238 0.0246 -0.3683
Si -3.4497 -1.9114 0.7355 -0.1705 0.0175 -0.1892
Si -0.8072 2.0666 3.4268 -0.029 -0.0026 -0.2033
Si -0.7435 5.0236 3.1175 -0.1098 0.1039 -0.0647
Si 0.1413 9.0726 3.5908 0.0296 -0.0421 -0.0837
Si 1.5578 -1.9962 3.4571 0.0008 0.0243 -0.1103
Si 4.0776 1.3517 2.7342 -0.0806 0.0315 -0.3463
Si 4.1976 6.2089 3.5337 -0.0418 -0.0256 -0.1726
Si 4.6729 9.788 0.4742 0.1918 -0.1035 -0.338
Si 3.7944 -1.7924 2.6917 -0.0698 -0.0465 -0.3108
Si 7.0226 2.241 3.2836 0.0854 -0.0613 -0.1999
Si 7.2728 5.4057 3.6128 -0.0199 -0.0572 -0.2171
Si 7.5948 10.4065 2.8672 -0.0865 -0.0335 -0.4266
Si 7.7534 -1.8902 2.5087 -0.1308 -0.0376 -0.2823
Si 11.5112 2.2625 2.9303 -0.008 -0.0205 -0.3068
Si -3.5377 5.2258 2.5265 -0.1264 -0.0175 -0.3097
Si 10.5214 10.2891 3.3239 -0.0314 0.0776 -0.1623
Si 10.7692 -2.0069 2.722 0.0319 -0.0563 -0.181
Si -0.1805 4.6802 10.7609 0.0018 -0.093 0.0498
Si -3.6403 1.139 10.3366 -0.0381 -0.1014 -0.0049
Si -2.656 7.8037 7.0164 -0.0661 -0.0528 -0.054
Si 3.5099 2.3337 5.5543 0.0439 0.0743 -0.0466
Si 0.6132 11.221 5.4358 -0.0603 0.0823 -0.1028
Si 9.1476 1.5462 9.6487 0.0624 -0.1978 -0.0087
Si 4.7032 10.844 3.3899 0.1536 -0.0276 -0.2855
Si -3.4822 10.519 5.9514 -0.0303 -0.0329 -0.0447
Si -2.3218 5.9986 9.3215 -0.0004 0.0564 0.0008
Si -1.7979 6.7313 4.2458 0.0885 -0.1441 -0.1306
Si 5.172 -1.6546 11.6312 0.0374 0.0266 0.2105
Si -0.0525 -0.1655 5.4569 0.0487 -0.0371 -0.123
Si 3.5962 -1.4777 9.1862 0.0239 -0.0019 0.012
Si 3.1792 5.1064 6.2543 0.0991 -0.037 -0.1011
Si -1.693 -2.7725 9.5529 -0.0546 -0.0502 0.1004
Si 1.8452 2.3572 10.1697 -0.0764 -0.003 0.1172
Si 1.6268 7.0308 11.3776 0.0093 -0.0348 0.1213
Si 4.6657 2.9827 11.5221 0.0065 -0.026 0.1222
Si 10.8003 -0.1548 7.9047 -0.1022 0.1022 0.0595
Si 6.3474 -0.8428 7.8854 0.0379 0.0482 0.0157
Si -3.1396 7.6423 11.7586 -0.0309 -0.0463 0.0981
Si 7.2771 8.3751 7.747 0.0211 0.0041 0.0391
Si 9.8254 10.2491 8.0626 0.0718 0.0297 -0.0228
Si -1.7339 2.4477 12.1477 0.0676 0.0254 0.1125
Si -3.4808 10.1669 10.2186 -0.0049 0.1152 0.1237
Si 5.685 3.7859 6.8849 -0.1224 -0.0146 -0.0519
Si 1.9936 9.8036 7.7828 0.0847 -0.0474 -0.0337
Si 1.3041 -3.5509 9.8016 0.0089 0.0059 0.0003
Si 0.823 0.9906 12.6262 0.0285 0.06 0.1439
Si 2.658 7.0036 8.4989 0.0335 0.1004 -0.0452
Si 4.4561 8.7181 7.245 -0.1269 0.0229 -0.0434
Si 10.5956 0.0088 4.9233 -0.0797 0.0282 -0.1311
Si 8.6946 4.9718 12.7046 -0.034 0.0942 0.2035
Si 8.1779 -0.9205 11.3353 -0.0076 0.0334 0.1013
Si 8.9978 -2.3581 8.8907 -0.0192 0.1472 0.0104
Si 8.1208 5.5942 6.4386 -0.0465 0.0587 -0.0647
Si -3.212 -1.3337 11.9934 0.098 -0.0848 0.1187
Si 10.9586 -3.9441 12.6778 0.1791 -0.0364 0.2207
Si -1.6056 -2.5434 6.5187 0.1099 -0.0777 -0.0156
Si 1.9843 0.7293 7.6031 -0.0192 0.0438 -0.0637
Si 5.6761 5.6889 12.2085 0.1263 0.0261 0.1581
Si 2.0137 9.9724 11.9775 0.0462 0.0365 0.1216
Si 6.4351 2.094 9.2758 0.007 -0.0657 -0.045
Si 7.459 -0.1749 5.0148 0.0871 -0.0374 -0.1205
Si 5.064 10.7152 11.9957 -0.0536 0.025 0.1473
Si 6.7192 8.2705 10.8613 0.0279 -0.0608 0.0695
Si 10.5679 6.218 8.0292 0.0783 0.0727 0.0511
Si 9.5179 6.9631 10.8597 0.0134 -0.0592 0.0521
O 0.4425 7.0446 14.7501 -0.018 0.1026 -0.101
O 10.0181 -1.2663 15.0078 0.0219 -0.0936 -0.054
O 0.1244 1.6079 2.1756 0.0022 -0.1015 0.1344
O 0.518 5.5831 2.2467 0.1088 0.0594 0.1982
O 0.461 9.5925 2.082 0.157 0.0623 0.1062
O 1.5339 8.4706 4.1945 0.039 -0.1226 0.0619
O 0.587 -2.0343 2.1355 0.1686 -0.0016 0.2282
O 5.55 2.033 2.6465 -0.0353 0.072 -0.0697
O 3.8326 5.4804 2.1296 0.08 -0.0784 0.1688
O 5.7585 5.9348 3.8721 0.037 0.0474 0.0943
O 4.1622 10.3234 1.9455 -0.1878 0.0595 0.0513
O 8.0909 1.7336 2.1707 -0.0199 -0.0101 0.2035
O 7.852 5.971 2.207 -0.0894 0.0783 0.1929
O 8.9614 9.8185 3.5706 0.0187 -0.1904 0.2139
O 9.3021 -1.3753 2.3465 0.0959 0.1387 -0.1345
O -2.3656 1.9231 3.0055 -0.0074 -0.0916 -0.0233
O -2.0016 4.8002 2.0387 0.0916 -0.0485 -0.053
O -1.9621 9.6422 1.0353 -0.0069 -0.0247 0.1504
O -1.8467 -1.9269 1.1703 -0.106 0.0391 0.1858
O -2.2857 -1.1398 13.3172 0.1598 0.1519 -0.1813
O -2.8759 2.6319 13.2886 -0.1459 -0.1016 -0.0942
O -2.7289 5.0116 14.3076 -0.0293 0.012 -0.1276
O -2.6741 7.492 13.3126 0.0539 0.1467 -0.1454
O 11.0827 -2.3482 12.457 -0.2149 0.1155 -0.0528
O -3.145 10.9794 13.4377 0.0446 -0.1463 -0.2432
O 1.5783 9.9827 13.542 -0.0563 -0.1353 -0.1177
O 1.3794 -2.9104 14.2589 0.0202 0.0415 -0.1791
O 1.1975 -0.459 13.2582 -0.0007 -0.0377 -0.2386
O 1.5879 2.1503 13.4753 0.1373 -0.0552 -0.0776
O -2.354 -4.2626 9.6499 0.0705 -0.101 -0.0624
O 2.3358 6.7804 12.8349 0.1419 0.076 -0.1688
O 1.4344 -4.1321 11.3089 -0.0961 0.1121 0.0707
O 4.9636 -1.1557 13.1704 -0.0566 -0.114 -0.1769
O 4.7281 2.5834 13.0925 -0.019 0.0084 -0.1003
O 5.8853 2.1969 10.793 0.0847 -0.0836 0.0692
O 7.2026 4.2607 6.6084 0.1258 -0.1098 0.0293
O 5.093 6.0347 13.682 -0.0741 -0.1289 -0.0853
O 5.2918 -4.3894 13.5415 0.0554 0.1899 -0.1245
O 5.2414 8.6238 14.4055 -0.0302 0.0074 -0.1576
O 6.5999 -1.1413 11.0906 -0.0165 0.0302 -0.1083
O 6.2252 9.7034 11.4605 0.1201 0.024 -0.0793
O 9.1064 1.0917 14.1977 0.071 0.0653 -0.1334
O 8.4447 -1.0924 12.9161 0.0153 -0.1535 -0.1294
O 1.0889 3.7755 10.3486 0.0899 0.0777 -0.0981
O 9.1748 3.5389 13.2798 0.0606 -0.0394 -0.2328
O 9.1259 6.1244 13.7556 0.0886 -0.0487 -0.1343
O 5.0998 -3.264 11.3271 0.0273 -0.0536 -0.1599
O -0.4041 3.5952 3.808 0.0733 0.0678 0.2715
O 1.0634 -0.8009 4.453 0.0739 0.0966 0.0554
O -1.965 7.3285 8.4228 0.209 0.1427 0.0343
O 1.4418 -3.3597 4.3422 0.1217 -0.0986 0.0621
O 3.263 2.02 3.9827 -0.1686 0.0711 0.0964
O 4.2608 -0.2508 3.0681 0.009 -0.0118 0.1298
O 3.2205 5.7104 4.7379 -0.1584 -0.0378 0.0193
O 3.9262 7.8051 3.3628 0.0813 0.0611 -0.1165
O 3.6236 10.2357 4.4181 -0.1048 0.1381 0.1992
O 4.6963 -2.99 3.4232 0.0038 0.0508 0.2144
O 7.2332 1.3828 4.632 -0.015 0.1125 0.2182
O 7.275 3.7967 3.5731 0.0213 0.0093 0.0966
O 8.2234 5.8975 4.8385 0.1822 0.1259 0.0167
O -1.0839 8.0177 3.5361 -0.0574 0.0491 -0.0674
O 7.8158 -3.4613 2.8758 0.0276 -0.0223 0.1464
O 9.4878 0.763 8.2524 -0.1296 0.081 -0.1568
O 10.7236 1.4141 4.0943 -0.0666 0.0562 0.1929
O 1.3821 8.6391 11.2893 -0.1446 0.0602 -0.1275
O 11.2724 3.8734 3.222 -0.1608 0.0131 0.1995
O -3.316 6.4305 3.6367 -0.09 0.1657 0.1847
O 10.622 -3.5722 3.1316 0.0236 0.0122 0.102
O -3.917 9.8997 4.5062 0.1156 -0.1451 0.047
O 7.4689 6.8699 7.1901 -0.0766 0.0086 0.0286
O 11.2942 -1.1598 4.0195 0.1896 0.0013 0.1726
O 10.5469 2.1435 10.2201 0.0126 0.3102 0.1004
O -0.9645 3.8604 11.9313 -0.0101 0.1397 0.0463
O 4.7102 5.076 6.8188 0.0983 0.1651 0.1204
O 5.0871 2.7217 5.7886 0.1699 -0.108 -0.0823
O 1.5646 10.2401 6.2873 0.0593 -0.0598 -0.0148
O -0.19 -3.3493 6.4901 0.0713 0.0123 0.1343
O 0.6168 0.2212 6.8874 -0.0828 0.0072 0.1546
O -3.8907 0.0693 11.5443 -0.112 0.0496 0.0908
O 0.2708 6.1292 11.3567 -0.1267 0.0512 0.0301
O 3.6258 10.0058 7.8311 0.1718 0.2388 0.1032
O 9.0514 -0.3728 5.2803 0.0082 -0.0638 0.1311
O 6.5276 -0.5613 6.2858 -0.1293 -0.0445 -0.0032
O 9.7515 6.9331 9.2507 -0.0828 0.0414 -0.0597
O 10.9977 9.6289 9.0362 -0.0289 -0.1097 -0.019
O 8.67 9.1928 7.6246 0.0214 0.0233 -0.0777
O -1.8966 6.9844 5.8376 0.1341 -0.113 0.1265
O 10.715 7.6517 11.6931 -0.1071 0.1167 0.0855
O 10.5912 10.7749 6.7398 -0.1318 0.1185 -0.0433
O -1.1025 4.933 9.4303 0.0216 -0.1074 -0.2298
O -3.663 5.3427 8.643 -0.0336 -0.3018 -0.0017
O -2.0175 -2.2098 8.0548 -0.0834 0.1178 0.0225
O -2.3437 -1.872 10.7325 0.1217 0.0189 -0.1118
O 6.3545 0.5864 8.6742 -0.0335 -0.0163 -0.0103
O 9.0769 -3.9607 8.7316 -0.127 -0.0281 0.0737
O 2.6102 3.593 6.0575 -0.2811 0.0144 0.0488
O 2.3026 5.8413 7.4031 -0.1954 -0.0679 0.0433
O 5.7531 7.0595 11.35 -0.1322 0.0454 -0.1284
O 1.1443 10.6609 8.8278 -0.1419 -0.0656 0.0078
O 1.7384 1.9926 8.5933 -0.07 0.1174 -0.0664
O 4.7541 4.6077 11.4352 -0.119 0.1067 -0.1856
O 2.5916 -0.4221 8.5283 -0.0454 -0.0487 0.0309
O 9.5753 5.32 7.1167 0.0729 -0.2049 -0.0564
O 6.7475 8.3816 9.2644 -0.0794 0.0174 -0.0342
O 9.0196 -2.0148 10.4823 0.085 -0.176 0.0552
O 10.3114 -1.6928 8.1665 0.0918 -0.1653 -0.0593
O 8.5677 0.552 10.7961 -0.0436 0.0867 0.1064
O 9.1665 8.7278 14.4259 0.0035 0.0188 -0.168
O 7.6037 -1.7892 8.2864 -0.0778 -0.1022 -0.0627
O -2.3274 2.0029 10.703 0.0506 0.072 -0.2144
O -0.5794 1.1814 4.7468 -0.0352 0.0408 0.1644
O 10.9278 10.8485 11.242 -0.192 -0.0286 -0.1312
O -0.7675 1.2807 12.7373 -0.1306 -0.1314 0.0449
O 3.633 9.9706 11.7802 0.028 -0.1167 -0.1217
O 1.527 4.6956 14.1633 -0.0326 0.0153 -0.1394
O 3.3471 2.5294 10.7218 0.0366 -0.0009 -0.0699
O 4.0319 -0.9861 10.6802 -0.1067 0.1323 0.0684
O 7.0459 -1.0941 3.7364 -0.1744 0.0266 0.1476
O 11.3213 0.0701 6.3838 0.204 0.0465 0.0288
O 5.5771 3.1021 8.3479 -0.0741 0.0678 0.0943
O 3.0809 1.0636 6.4519 0.0841 -0.1527 -0.0128
O 4.208 7.5059 8.318 0.1653 -0.124 0.1693
O 9.3838 5.3919 11.2981 0.0754 -0.1837 -0.1883
O 7.9875 2.6142 9.3096 0.0657 0.2515 -0.0432
O -2.6097 6.3966 10.87 0.0464 -0.1146 0.0795
O 1.2027 1.1393 11.0552 0.0054 -0.1715 -0.148
O 9.6005 -4.285 13.5111 -0.1367 0.0972 -0.1821
O 8.2307 7.8551 11.2936 0.0363 0.143 0.0891
O -0.3743 10.2898 4.5399 -0.2056 0.0194 0.0366
O 6.0132 9.0354 6.932 0.0946 0.1267 -0.1235
O -2.7126 -3.5169 5.8209 -0.071 0.0558 -0.0928
O -3.4908 0.3295 8.9251 0.2281 -0.0398 -0.1117
O 2.6748 -2.8085 9.3479 0.0685 -0.044 -0.0571
O 3.6472 8.1784 5.9282 -0.0078 -0.1323 0.0389
O 11.2361 7.3726 7.081 -0.1657 0.0524 -0.1237
O 2.4669 6.5703 10.0539 0.1148 -0.131 -0.011
O 1.6662 8.2449 8.1162 -0.2638 -0.055 0.0167
O 7.099 4.9534 12.4706 -0.0374 -0.1292 -0.0488
O -2.5585 9.4027 6.7192 0.1472 0.0652 0.0759
O 10.9968 9.5473 1.9608 -0.0905 -0.135 0.1309
O 4.9396 -1.6093 8.2462 0.0075 -0.1427 -0.1225
O 6.186 10.2068 3.6926 0.0185 -0.102 0.2728
O -0.0765 -2.705 9.7371 0.036 0.1316 0.0516
O -1.3225 -1.167 5.6951 -0.1915 0.0354 -0.0354
O -2.6566 9.0069 11.0133 0.2037 0.0638 -0.0359

Results
free energy: -194378.132 eV
free energy less fixed offsets of O -569.03, Si -635.61 eV per atom: -1.422 eV

The program warned: the cutoff lies below the one the program advises for these potential files.
